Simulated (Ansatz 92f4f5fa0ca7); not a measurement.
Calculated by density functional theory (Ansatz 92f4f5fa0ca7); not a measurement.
Periodic cell of 186 atoms, Si104O82, from a study of silicon, its oxide and their interface. The atomic structure is a simulated model.

Settings: functional r2SCAN; potential files Ansatz norm-conserving; basis plane waves; wave-function cutoff 1300 eV; density cutoff ratio 4; exchange-correlation grid ratio 1; k mesh 2 x 2 x 1, shifted by 0.5 0.5 0.5 of a step; self-consistency stop 5e-08 eV per atom in the density residual; occupations Fermi-Dirac, 0.05 eV; spin none; net charge 0.

Cell vectors (angstrom)
a, 11.5403, 0, 0
b, 0, 11.5403, 0
c, -2.9947, -0.784, 27.0955

Atoms: element, x, y, z (angstrom)
Si, -2.9819, 4.3579, 0.8569
Si, -3.0829, 7.4211, 1.4286
Si, -2.933, 10.3715, 0.4538
Si, 0.6272, 4.4397, 0.7549
Si, 0.8076, 7.4974, 1.3895
Si, 0.8735, 10.4973, 0.9963
Si, 4.7233, 4.3976, 1.0235
Si, 4.6303, 7.4551, 1.3529
Si, 4.4456, 10.442, 0.7157
Si, -1.1281, 3.789, 2.2542
Si, -1.1278, 7.4972, 2.6452
Si, -1.1744, 11.1097, 2.0023
Si, 2.6507, 3.7142, 2.046
Si, 2.7207, 7.4713, 2.6585
Si, 2.7551, 11.0288, 2.3061
Si, 6.6407, 3.7429, 2.2049
Si, 6.541, 7.5209, 2.6595
Si, 6.5789, 11.1388, 1.7298
Si, -1.125, 5.5213, 3.8135
Si, -1.1487, 9.5167, 3.7505
Si, -1.1442, 13.1432, 3.3702
Si, 2.7135, 5.4452, 3.7245
Si, 2.7492, 9.405, 3.9091
Si, 2.7142, 13.1604, 3.397
Si, 6.5821, 5.5046, 3.7687
Si, 6.5588, 9.5946, 3.6427
Si, 6.567, 13.1024, 3.2687
Si, -3.0687, 5.5359, 5.105
Si, -3.0951, 9.5181, 5.0645
Si, -3.0938, 13.1134, 4.7879
Si, 0.8227, 5.5236, 5.0909
Si, 0.7729, 9.4739, 5.1401
Si, 0.7866, 13.1201, 4.821
Si, 4.6462, 5.4911, 5.0688
Si, 4.717, 9.5132, 5.1331
Si, 4.6685, 13.1148, 4.7885
Si, -3.1242, 3.4886, 6.1891
Si, -3.0807, 7.5296, 6.3139
Si, -3.0796, 11.367, 6.5155
Si, 0.7884, 3.4919, 6.2001
Si, 0.8266, 7.495, 6.3571
Si, 0.7869, 11.3591, 6.5279
Si, 4.6466, 3.4528, 6.2115
Si, 4.6975, 7.5112, 6.3258
Si, 4.6586, 11.3763, 6.5606
Si, -1.1748, 3.5128, 7.4688
Si, -1.1453, 7.5035, 7.6226
Si, -1.1516, 11.3174, 7.9384
Si, 2.7119, 3.4602, 7.5452
Si, 2.7865, 7.533, 7.6803
Si, 2.7033, 11.3537, 7.9818
Si, 6.5304, 3.4734, 7.5995
Si, 6.5865, 7.5404, 7.7184
Si, 6.5861, 11.3054, 8.0159
Si, -1.1612, 5.4721, 8.6876
Si, -1.0952, 9.1907, 9.23
Si, -1.201, 13.4084, 9.0749
Si, 2.828, 5.465, 8.7078
Si, 2.7896, 9.2889, 9.3224
Si, 2.6159, 13.3861, 9.2486
Si, 6.4676, 5.4915, 8.7625
Si, 6.7075, 9.2348, 9.4112
Si, 6.515, 13.3401, 9.2671
Si, 8.4176, 5.4403, 9.9368
Si, -2.8131, 8.4451, 10.7716
Si, -3.0635, 2.3869, 10.4634
Si, 0.8438, 5.4574, 9.8231
Si, 0.8354, 8.5442, 10.4979
Si, 0.598, 14.0036, 10.4462
Si, 4.6267, 5.5397, 10.2151
Si, 4.7333, 8.7873, 10.6614
Si, 4.5474, 13.895, 10.4869
Si, 5.0131, 12.6931, 15.1351
Si, 11.0614, 6.7895, 15.5575
Si, 0.4953, 10.8691, 16.7426
Si, 5.3812, 5.6289, 18.3297
Si, 7.3004, 7.8727, 18.5222
Si, 1.2691, 16.0873, 15.3288
Si, 2.9279, 10.8074, 18.783
Si, 0.0361, 13.3895, 15.3003
Si, 4.2043, 3.6618, 16.2354
Si, 4.6054, 8.375, 19.3236
Si, -1.0805, 12.1105, 23.1429
Si, -0.742, 8.0427, 12.857
Si, 2.2703, 0.0874, 14.5967
Si, -0.3107, 3.415, 23.5748
Si, -1.3069, 2.2879, 12.7222
Si, 7.1109, 6.1884, 24.1526
Si, -5.1349, 9.219, 24.4963
Si, 5.1184, 1.3256, 17.8125
Si, -0.6731, 5.1414, 13.3817
Si, 0.8802, 2.1765, 25.8038
Si, -2.0892, 7.8748, 20.599
Si, -4.5097, 3.8819, 22.6059
Si, 10.0518, 8.5789, 17.7838
Si, -2.1135, 5.5502, 22.4311
Si, -4.277, 3.5844, 25.5542
Si, 5.5189, 9.9458, 21.7712
Si, -3.1286, 10.0348, 22.4352
Si, 1.5137, 13.0187, 23.0037
Si, -0.4784, -0.3452, 26.0578
Si, 3.6688, 0.8051, 21.0914
Si, 5.492, 2.9404, 20.0673
Si, 4.4246, 11.3747, 12.5968
O, -3.0783, 4.3272, 21.9465
O, 8.3817, 5.9925, 0.5945
O, 8.4713, 8.7155, 0.3998
O, -2.5768, 3.8287, -0.6826
O, -0.8683, -0.2846, 24.4987
O, 4.6691, 6.0041, 0.5265
O, -1.375, 13.7111, 23.3735
O, 0.8233, 6.0859, 0.5036
O, -2.9456, 6.4681, 23.4962
O, 0.8275, 8.8941, 0.4442
O, -2.5337, 10.6661, -1.157
O, 1.1694, 11.4175, -0.337
O, -1.5721, 6.4531, 21.2011
O, 4.5827, 8.8008, 0.3667
O, 5.0361, 3.5138, -0.3345
O, 0.0822, 3.4508, 25.1579
O, -0.1326, 1.1692, 26.5981
O, 6.2799, 3.0084, 21.4858
O, 4.9321, 2.8119, 15.0086
O, -0.4653, 8.0504, 14.4873
O, 10.4894, 7.2517, 16.9731
O, 1.0325, 14.5658, 22.7147
O, 10.1786, 5.6201, 14.8127
O, 0.4708, 8.8505, 12.1069
O, -0.6825, 9.8348, 17.1488
O, 8.2515, 4.0133, 10.7779
O, 0.8149, 4.0937, 10.7944
O, -0.2081, 12.3258, 16.5045
O, 2.5962, -0.0528, 20.2235
O, 8.3846, 6.8138, 10.8697
O, 4.6458, 7.0934, 11.0024
O, 1.3491, 10.5113, 15.3706
O, 4.8206, 9.9411, 11.8939
O, 4.5998, 3.9925, 11.0008
O, -2.6336, 13.2653, 11.9478
O, 1.1147, 6.905, 10.5908
O, 6.1365, 1.9043, 18.9588
O, 7.1133, 10.0728, 21.4645
O, 0.9433, 17.5783, 15.9303
O, 3.5363, 12.0779, 15.5094
O, 0.318, 14.8753, 15.9196
O, 2.9034, -0.3898, 13.1787
O, -1.4637, 3.9073, 12.7544
O, -1.2273, 1.7779, 14.2689
O, -3.6625, 9.7195, 23.9527
O, 1.5832, 10.9717, 17.9232
O, 1.3499, 1.4138, 14.4356
O, 4.3887, 6.7869, 18.9678
O, 10.4009, 8.391, 19.3712
O, 3.3178, 9.2283, 18.827
O, 0.0606, 13.4004, 11.9091
O, -0.7286, 6.4523, 12.4294
O, -2.1583, 8.7127, 12.3186
O, 8.4259, 8.6307, 17.6113
O, 0.8443, -1.2628, 26.3856
O, 4.9286, 4.9702, 16.8938
O, -4.2809, 5.2216, 25.453
O, 2.8001, 4.1882, 15.633
O, 6.2784, 5.2955, 23.0345
O, 7.9509, 7.6695, 20.0066
O, 4.8308, 8.7417, 20.9101
O, 4.4433, 12.658, 11.5841
O, 5.3071, 9.6452, 23.3638
O, -2.1005, 8.9295, 21.8324
O, 5.4492, 11.8619, 13.8008
O, 5.9852, 8.8252, 18.565
O, 4.9486, -0.1304, 21.3852
O, 2.9835, 12.6973, 22.5036
O, 1.5678, 12.8407, 24.6233
O, -2.913, 3.1181, 26.3493
O, 5.4356, 4.4384, 19.4476
O, 4.0784, 2.5564, 17.4361
O, 4.2596, 0.0439, 18.2736
O, 0.8774, 4.6767, 13.7399
O, -5.1135, 7.5843, 24.5611
O, 6.8144, 6.3761, 18.0465
O, 4.0556, 2.2396, 20.4176
O, 5.9419, 0.8961, 16.4558
O, -4.3321, 3.0288, 24.0037
O, -2.3399, 11.4605, 22.3729
O, -0.8299, 4.8658, 23.1414
O, 0.3619, 12.0367, 22.3625

Results
free energy: -50296.800 eV
free energy less fixed offsets of O -463.61, Si -117.95 eV per atom: -13.980 eV
pressure: -2.08 GPa
stress xx, yy, zz, yz, xz, xy (GPa, positive in tension): 0.66, 4.07, 1.52, 0.07, -0.01, 0.34

Forces (eV/angstrom), in the order of the atoms: element, x, y, z
Si, 0.0296, 0.2108, -0.4034
Si, 0.0349, -0.0936, -0.9737
Si, 0.2519, -0.4293, -0.4795
Si, 0.0562, 0.1358, -0.4005
Si, -0.0626, 0.1403, -1.1574
Si, 0.1556, -0.2285, -0.6678
Si, 0.1593, 0.2274, -0.2899
Si, 0.0784, -0.0053, -0.8066
Si, -0.1933, -0.3106, -0.4841
Si, -0.0571, 0.0923, -0.2774
Si, -0.0459, -0.0695, -0.1344
Si, 0.1, -0.0811, -0.1297
Si, 0.037, 0.3373, -0.1277
Si, 0.1571, 0.0732, -0.1262
Si, -0.0359, -0.0329, -0.2621
Si, 0.0083, 0.1865, -0.1463
Si, -0.2483, -0.0891, -0.1323
Si, -0.1818, -0.1745, -0.0985
Si, 0.0086, -0.0835, 0.3447
Si, -0.0066, 0.14, 0.3398
Si, 0.0008, 0.0293, -0.1265
Si, -0.158, -0.2938, 0.0902
Si, 0.0197, 0.1595, 0.3656
Si, -0.0216, -0.0235, -0.1801
Si, 0.1904, -0.1231, 0.2366
Si, 0.0384, 0.2064, 0.1206
Si, 0.0123, -0.0095, -0.0677
Si, -0.0192, -0.0394, -0.1592
Si, 0.0179, 0.0038, -0.0449
Si, 0.0231, 0.0472, 0.0388
Si, 0.0187, -0.112, -0.1832
Si, -0.0215, 0.0402, -0.0746
Si, 0.004, 0.0165, 0.0298
Si, -0.0116, -0.1624, -0.0251
Si, -0.089, -0.0284, -0.0518
Si, 0.0357, 0.0316, 0.0607
Si, 0.0173, 0.0025, 0.0685
Si, -0.0031, 0.0917, 0.1487
Si, 0.0309, -0.0539, -0.0786
Si, -0.0331, 0.0413, 0.0803
Si, -0.0333, 0.0387, 0.2463
Si, 0.0254, -0.0215, 0.0005
Si, 0.0172, -0.1431, 0.0664
Si, 0.0709, 0.2381, 0.1342
Si, -0.0446, -0.0633, -0.0754
Si, 0.0375, -0.177, -0.4666
Si, 0.0333, 0.1403, -0.4228
Si, 0.0236, -0.088, 0.0853
Si, 0.0557, -0.1175, -0.2192
Si, -0.1271, 0.3038, -0.169
Si, 0.0856, -0.0986, 0.1404
Si, 0.01, -0.103, -0.1504
Si, 0.05, 0.0564, -0.0935
Si, -0.0438, 0.0238, 0.1959
Si, -0.2062, -0.0142, 0.2631
Si, 0.0681, -0.1644, 0.2379
Si, -0.1701, 0.1049, 0.1341
Si, 0.0684, -0.1134, 0.0336
Si, 0.0021, -0.11, 0.0613
Si, -0.1177, 0.1824, 0.165
Si, 0.0249, 0.0303, 0.1022
Si, -0.0441, -0.1927, 0.2427
Si, 0.064, 0.1012, 0.1625
Si, -0.1076, -0.2349, 0.7876
Si, 0.1396, -0.2627, 0.1454
Si, -0.0558, 0.2902, 0.5002
Si, 0.2663, 0.0337, 0.9291
Si, 0.1604, -0.264, 0.4058
Si, 0.0849, 0.3189, 0.7099
Si, 0.0222, -0.095, 0.3866
Si, -0.0616, -0.1855, -0.197
Si, 0.0439, 0.2719, 0.1437
Si, 0.0018, 0.0913, -0.0278
Si, 0.0367, -0.2531, 0.2183
Si, -0.1343, 0.1301, -0.0443
Si, -0.0389, -0.1921, -0.019
Si, 0.2363, 0.0573, 0.0102
Si, -0.1149, -0.0234, 0.0996
Si, -0.1468, 0.088, 0.0047
Si, -0.0043, 0.1265, 0.1992
Si, -0.2673, 0.0362, -0.191
Si, -0.095, 0.1041, 0.1453
Si, -0.1661, 0.0254, -0.2717
Si, 0.09, 0.1019, 0.3045
Si, -0.1436, 0.0936, 0.1213
Si, -0.1094, 0.2083, -0.199
Si, 0.064, -0.173, 0.2372
Si, 0.0626, 0.1317, -0.0673
Si, 0.1126, -0.1909, -0.0595
Si, 0.1836, 0.0159, 0.0335
Si, 0.1413, -0.0974, 0.3433
Si, -0.0035, -0.0035, -0.3475
Si, 0.1937, -0.0704, 0.2751
Si, 0.0418, 0.085, -0.1055
Si, 0.2231, -0.1037, -0.0855
Si, 0.2061, -0.0728, 0.0351
Si, 0.0207, -0.1022, -0.2409
Si, 0.0891, 0.072, 0.0703
Si, 0.2174, 0.2019, -0.0336
Si, -0.0111, 0.043, -0.1854
Si, -0.0273, -0.0648, -0.1206
Si, -0.1457, 0.1167, 0.283
Si, 0.0972, -0.0757, 0.1841
Si, 0.0149, 0.0287, -0.3516
O, -0.1778, 0.1581, 0.2623
O, 0.1654, -0.1994, 0.4969
O, 0.0553, 0.5204, 0.3108
O, 0.0568, 0.2389, 0.4684
O, 0.1039, 0.1093, 0.1515
O, -0.0359, -0.3553, 0.6408
O, 0.3212, -0.0741, 0.1313
O, -0.1101, -0.3705, 0.5186
O, -0.2827, -0.2171, -0.043
O, -0.0621, 0.2544, 0.9214
O, -0.1776, -0.1028, 0.5762
O, 0.0579, -0.0923, 0.273
O, -0.2681, 0.2032, 0.0139
O, 0.0084, 0.4428, 0.6112
O, -0.4333, 0.1067, 0.1423
O, 0.11, -0.4876, 0.0742
O, 0.0333, -0.04, -0.2446
O, -0.0597, 0.0894, -0.1474
O, -0.1274, -0.3153, 0.2786
O, -0.1184, -0.2002, -0.3704
O, -0.0233, 0.2126, -0.0459
O, -0.1507, -0.4221, 0.3528
O, 0.4506, 0.1349, -0.3681
O, -0.0961, -0.1523, -0.4999
O, 0.03, -0.1178, 0.0558
O, 0.4297, -0.2041, -0.4497
O, -0.1963, -0.1403, -0.6124
O, 0.2607, -0.152, -0.2215
O, 0.3315, -0.0238, -0.1484
O, 0.2553, 0.4393, -0.2998
O, 0.0351, 0.0325, -0.2858
O, 0.0078, 0.2955, 0.1162
O, -0.0745, -0.0492, 0.0337
O, -0.0007, -0.0904, -0.441
O, 0.0336, 0.3361, -0.4307
O, -0.4628, 0.1913, -0.3927
O, -0.404, 0.0976, -0.0459
O, -0.1419, -0.1258, 0.2382
O, -0.3094, -0.0579, -0.2841
O, 0.1589, 0.0491, -0.1452
O, 0.1387, -0.0703, -0.3335
O, 0.2292, 0.127, 0.1361
O, 0.1648, -0.086, 0
O, 0.2528, 0.201, -0.3346
O, -0.2781, -0.0525, -0.1294
O, 0.1435, -0.0743, -0.0323
O, -0.0199, -0.2056, 0.1189
O, 0.2847, 0.1314, -0.0844
O, -0.3445, -0.0312, -0.1084
O, 0.2002, 0.0757, 0.0781
O, -0.0822, 0.2546, -0.2516
O, -0.0874, 0.0795, 0.1598
O, -0.0875, -0.2822, -0.561
O, -0.0622, -0.1789, 0.278
O, -0.0586, 0.0758, 0.395
O, 0.0446, -0.0206, 0.2711
O, -0.0293, -0.1799, -0.0865
O, 0.1292, -0.1144, 0.0817
O, 0.4182, -0.1566, 0.1571
O, 0.0052, 0.0596, -0.2349
O, 0.0591, 0.0992, -0.2481
O, 0.0377, -0.0887, 0.3872
O, 0.2569, 0.0452, -0.1644
O, -0.2555, -0.0096, -0.1338
O, -0.3188, 0.0243, -0.0432
O, -0.0809, -0.2915, 0.1106
O, -0.151, -0.0986, -0.1042
O, -0.0521, -0.0524, -0.2648
O, -0.2168, 0.1502, -0.0278
O, 0.103, 0.3109, 0.5032
O, -0.0067, 0.0281, -0.1891
O, 0.2837, -0.104, -0.0765
O, -0.0684, 0.0817, 0.0546
O, -0.4323, 0.125, 0.0185
O, 0.0807, 0.1033, -0.0172
O, -0.2003, 0.2424, 0.1553
O, 0.1824, -0.1883, -0.0748
O, -0.4928, 0.1933, 0.0531
O, 0.0214, 0.2986, 0.2445
O, 0.0491, -0.2227, 0.173
O, -0.2459, -0.1833, 0.0007
O, 0.0261, 0.2801, 0.3834

The program warned: the forces do not sum to zero within the program's tolerance.
